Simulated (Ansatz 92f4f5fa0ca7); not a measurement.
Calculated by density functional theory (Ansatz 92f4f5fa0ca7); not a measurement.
Periodic cell of 223 atoms, Si133O90, from a study of silicon, its oxide and their interface. The atomic structure is a simulated model.
This geometry differs little from another in the collection (a relaxation step or a small displacement).

Settings
functional: r2SCAN
potential files: Ansatz PAW
basis: plane waves
wave-function cutoff: 800 eV
density cutoff ratio: 5
exchange-correlation grid ratio: 1
k mesh: 1 x 1 x 1, Gamma-centred
self-consistency stop: 5e-08 eV per atom in the density residual
occupations: fixed
spin: none
net charge: 0

Cell vectors (angstrom)
a 10.938 0 0
b 0 10.938 0
c 0 0 32.1988

Atoms: element, x, y, z (angstrom)
Si 10.6067 0.2343 24.8371
Si 5.7433 10.6795 24.7157
Si 2.5003 2.9164 24.6283
Si 8.4343 2.4847 24.8056
Si 0.2923 5.1688 24.7426
Si 5.1614 5.7575 24.6692
Si 2.9329 8.0092 24.5745
Si 7.9434 8.4258 24.7187
Si 1.3517 1.3765 26.029
Si 6.8388 1.3313 26.0844
Si 4.0612 4.1113 25.9838
Si 9.608 4.0796 26.0734
Si 1.4072 6.8306 25.9973
Si 6.7747 6.85 26.025
Si 4.0988 9.5465 25.9807
Si 9.4986 9.5597 26.1095
Si 2.739 -0.0065 27.3705
Si 8.1838 -0.0024 27.48
Si 0.0176 2.7263 27.4497
Si 5.4514 2.7498 27.3801
Si 2.7385 5.4715 27.4161
Si 8.193 5.4778 27.3801
Si 0.0081 8.1877 27.3872
Si 5.4469 8.2131 27.4224
Si 4.1018 1.3673 28.7805
Si 9.5708 1.3673 28.7805
Si 1.3673 4.1018 28.7805
Si 6.8362 4.1018 28.7805
Si 4.1018 6.8362 28.7805
Si 9.5708 6.8362 28.7805
Si 1.3673 9.5708 28.7805
Si 6.8362 9.5708 28.7805
Si 0 0 30.1478
Si 5.469 0 30.1478
Si 2.7345 2.7345 30.1478
Si 8.2035 2.7345 30.1478
Si 0 5.469 30.1478
Si 5.469 5.469 30.1478
Si 2.7345 8.2035 30.1478
Si 8.2035 8.2035 30.1478
Si 1.3673 1.3673 31.515
Si 6.8362 1.3673 31.515
Si 4.1018 4.1018 31.515
Si 9.5708 4.1018 31.515
Si 1.3673 6.8362 31.515
Si 6.8362 6.8362 31.515
Si 4.1018 9.5708 31.515
Si 9.5708 9.5708 31.515
Si 2.7345 0 0.6835
Si 8.2035 0 0.6835
Si 0 2.7345 0.6835
Si 5.469 2.7345 0.6835
Si 2.7345 5.469 0.6835
Si 8.2035 5.469 0.6835
Si 0 8.2035 0.6835
Si 5.469 8.2035 0.6835
Si 4.1018 1.3673 2.0507
Si 9.5708 1.3673 2.0507
Si 1.3673 4.1018 2.0507
Si 6.8362 4.1018 2.0507
Si 4.1018 6.8362 2.0507
Si 9.5708 6.8362 2.0507
Si 1.3673 9.5708 2.0507
Si 6.8362 9.5708 2.0507
Si 0 0 3.418
Si 5.469 0 3.418
Si 2.7345 2.7345 3.418
Si 8.2035 2.7345 3.418
Si 0 5.469 3.418
Si 5.469 5.469 3.418
Si 2.7345 8.2035 3.418
Si 8.2035 8.2035 3.418
Si 1.381 1.3711 4.6989
Si 6.8365 1.3529 4.8704
Si 4.1411 4.0771 4.8032
Si 9.5679 4.0906 4.7648
Si 1.3983 6.8254 4.81
Si 6.8153 6.8721 4.759
Si 4.1234 9.5688 4.8221
Si 9.5538 9.5559 4.7938
Si 2.7555 0.0833 6.0891
Si 8.1935 -0.057 6.2579
Si 0.0095 2.6833 6.0587
Si 5.4738 2.7303 6.287
Si 2.8124 5.4772 6.1793
Si 8.1715 5.4716 6.0659
Si 0.0068 8.1913 6.1545
Si 5.5152 8.2273 6.2404
Si 3.8335 1.577 7.6123
Si 9.8224 1.1433 7.4573
Si 1.6282 3.7958 7.3138
Si 6.6387 4.4221 7.5046
Si 4.3995 6.6407 7.5664
Si 9.3648 6.9492 7.4164
Si 1.1304 9.9155 7.3159
Si 7.1614 9.222 7.6877
O 8.2913 8.0677 7.8923
O 2.698 2.7188 7.9277
O 9.5291 1.3616 24.3015
O 4.0569 6.8728 24.1311
O 0.0227 0.0416 7.9242
O 5.5268 5.5284 8.029
O 6.8573 9.5645 24.2188
O 1.3797 4.0509 24.192
O 3.8345 7.4061 8.927
O 0.8285 4.3901 8.5878
O 9.845 6.1845 8.7895
O 2.0463 9.3647 8.5387
O 7.4747 3.9019 8.815
O 4.2738 0.9681 9.0802
O 6.7663 9.5383 9.2424
O 9.1779 1.85 8.786
O 7.7458 3.1792 23.5027
O 10.5414 5.8661 23.4456
O 5.106 0.4314 23.3843
O 5.8765 5.0848 23.3619
O 3.1524 2.2203 23.2811
O 2.2561 8.7125 23.23
O 8.6087 7.7089 23.4033
O 0.2558 10.3943 23.5486
Si 4.4219 1.5785 22.4684
Si 3.4949 7.9389 14.0262
Si 7.1047 0.9614 14.6616
Si 0.928 9.3672 22.5123
Si 1.1728 4.285 11.8817
Si 6.2655 8.9725 15.3071
Si 0.6585 1.3617 12.3066
Si 8.6324 4.9552 20.4977
Si 0.3357 5.7022 9.363
Si 5.1 3.1223 17.9161
Si 0.8617 3.7479 16.7139
Si 10.3835 2.8339 19.1905
Si 5.2827 1.1931 10.3533
Si 0.8826 0.1724 19.8272
Si 6.6439 9.463 10.8713
Si 9.3383 9.6813 18.2926
Si 9.3757 9.2531 12.5867
Si 6.5983 3.8587 22.5858
Si 2.4231 8.067 9.403
Si 10.5849 7.3736 17.0378
Si 2.506 6.2882 16.5485
Si 10.15 4.4889 14.1728
Si 6.1366 9.1921 18.483
Si 7.9568 2.5605 9.5801
Si 8.8635 2.1397 12.455
Si 5.3417 6.2437 18.0245
Si 3.9448 0.5707 19.4673
Si 4.2753 3.8349 12.0602
Si 5.5342 6.6176 12.1427
Si 8.0113 2.5085 17.1978
Si 4.3491 2.4649 14.9604
Si 1.5272 1.2196 15.2413
Si 1.5539 9.4081 12.0639
Si 8.0413 6.8592 13.8763
Si 10.3631 9.8553 15.4728
Si 9.8083 7.0036 22.5634
Si 8.126 5.4943 17.4094
O 6.0357 7.9744 11.3023
O 6.0194 9.2145 16.8755
O 7.6725 1.3696 13.2051
O 0.8836 1.75 13.8615
O 9.4351 6.2561 16.8648
O 6.7538 6.2444 13.1321
O 5.1483 4.6602 18.5547
O 9.2126 2.1487 18.2492
O 2.385 0.1295 19.1166
O 9.4068 10.2444 16.7479
O 2.7773 4.3962 11.743
O 5.0709 10.3288 19.0839
O 9.4039 3.2488 13.4749
O 0.4267 1.7485 19.9102
O 3.1323 1.3717 15.0445
O 8.1872 5.4108 19.0198
O 3.8939 6.558 17.351
O 4.5464 3.255 16.3782
O 9.0429 5.6642 14.2981
O 5.4914 2.7577 22.1754
O 10.6605 4.143 15.6548
O 0.3088 3.8429 18.2363
O 10.4505 10.4949 19.1669
O 9.6227 10.0394 14.0285
O 10.8643 8.1511 22.1325
O 1.1875 2.1799 16.4921
O 9.711 3.7443 20.3576
O 8.1592 4.0405 16.7112
O -0.0532 9.1058 11.9507
O 6.5799 2.4353 17.9555
O 5.5894 10.7229 11.1706
O 7.7502 9.5831 18.7947
O 10.0167 1.0337 12.0864
O 1.328 6.9349 9.1126
O 0.5854 4.7451 13.3275
O 5.6929 7.632 18.915
O 5.2099 5.1 11.5591
O 2.7323 6.9916 15.1052
O 0.9001 2.728 11.4825
O 0.83 10.7085 15.5262
O 2.3702 8.5901 10.9254
O 4.7178 2.4454 11.2722
O 4.2607 3.481 13.6749
O 2.1624 4.6947 16.4652
O 10.6781 8.2753 15.6825
O 6.9187 10.3019 14.675
O 2.351 8.9514 13.4231
O 8.0152 1.5449 15.8869
O 4.131 7.021 12.8539
O 4.2094 2.0082 18.7175
O 7.3109 4.4276 21.2624
O 8.4054 2.8881 11.0964
O 1.1722 6.8775 17.2953
O 5.6442 1.5688 14.7722
O 8.1144 9.7479 11.6122
O 9.2337 6.2516 21.2584
O 8.946 7.7378 12.8931
O 1.614 0.106 11.9117
O 6.6663 6.1442 17.0622
O 7.3878 7.8125 15.0357
O 1.1797 10.2727 21.1951
O 10.0203 8.2097 18.2969
O 3.9997 0.8845 21.0703
O 0.3488 5.2877 10.9097
O 6.6941 1.5688 9.6549
O 4.7884 8.6956 14.6727

Results
free energy: -136402.809 eV
free energy less fixed offsets of O -570.45, Si -639.56 eV per atom: -0.829 eV

Forces (eV/angstrom), in the order of the atoms: element, x, y, z
Si -0.011 0.0288 0.089
Si 0.0166 -0.0069 0.0931
Si 0.0104 0.0151 0.0983
Si 0.0233 -0.0134 0.0832
Si 0.0068 0.0079 0.0863
Si 0.0009 -0.0053 0.0949
Si -0.0213 0.0015 0.0732
Si -0.0027 -0.002 0.0935
Si -0.0234 0.0085 -0.0351
Si 0.0081 -0.0088 -0.0191
Si -0.0127 0.0106 -0.0295
Si 0.0051 -0.0051 -0.0258
Si -0.0032 -0.015 -0.0221
Si -0.0038 0.0064 -0.0294
Si 0.0162 -0.0079 -0.0251
Si -0.016 0.0091 -0.0275
Si -0.002 0.0001 -0.0142
Si 0.0113 0.0067 -0.0278
Si 0.0001 -0.0037 -0.0175
Si -0.0028 -0.0042 -0.0188
Si 0.0047 -0.0053 -0.0159
Si -0.0003 -0.0028 -0.0188
Si 0.0021 -0.0001 -0.0216
Si -0.0002 0.0047 -0.0123
Si -0.054 0.004 -0.2945
Si 0.0872 -0.0104 0.3228
Si 0.0697 0.1152 0.1876
Si -0.0252 0.0347 -0.2705
Si 0.0064 -0.0349 0.124
Si -0.0194 -0.0488 -0.2231
Si 0.0503 -0.0176 -0.291
Si -0.2885 -0.104 0.3665
Si -0.0412 0.02 -0.0115
Si 0.0306 -0.0501 0.0048
Si -0.0135 0.0305 -0.0167
Si 0.0298 -0.0206 -0.0176
Si 0.0101 -0.0499 -0.0148
Si -0.0087 0.0323 -0.0136
Si -0.0123 -0.037 -0.0153
Si -0.023 0.0068 -0.0189
Si 0.0078 -0.0139 -0.012
Si -0.0057 0.021 -0.0169
Si 0.0174 -0.0272 -0.0054
Si -0.0131 0.0313 -0.0189
Si -0.0256 0.0251 -0.0262
Si 0.028 -0.0237 -0.0056
Si -0.0352 0.0249 -0.0175
Si 0.0191 -0.0053 -0.0063
Si 0.0053 -0.0159 0.0274
Si -0.0138 0.0104 -0.0003
Si -0.0101 0.0009 0.022
Si 0.0181 -0.0097 0.0213
Si -0.0555 0.0344 -0.0109
Si 0.0382 -0.0428 0.0258
Si 0.0348 -0.0427 0.0125
Si 0.0035 0.0151 0.0204
Si -0.0061 0.0523 0.0237
Si -0.0312 -0.0549 0.0132
Si 0.0942 0.0455 -0.0091
Si -0.0221 0.0298 0.0261
Si -0.034 -0.0589 0.0056
Si 0.0011 0.0474 0.0286
Si -0.0858 0.0005 0.0168
Si 0.0847 0.0192 0.0059
Si -0.1546 -0.2755 -0.1895
Si 0.1242 0.0525 0.372
Si 0.2402 0.3348 -0.3277
Si -0.1777 -0.2711 0.2204
Si 0.1399 0.045 0.1268
Si -0.0144 -0.0389 -0.0513
Si 0.1516 0.0139 0.2366
Si -0.0442 0.1175 -0.2275
Si -0.0186 -0.0086 0.0062
Si 0.0006 0.0083 0.012
Si -0.0046 0.0041 0.0108
Si -0.0004 -0.0009 0.0197
Si -0.0059 -0.0011 0.0162
Si 0 0.0053 0.0098
Si -0.003 -0.0105 0.0177
Si 0.009 0.0077 0.0101
Si -0.0004 0.007 0.024
Si 0.0127 -0.0106 0.047
Si 0.0069 0.0038 0.0294
Si -0.0061 0.005 0.0293
Si 0.0047 -0.014 0.0415
Si 0.0011 0.0048 0.0166
Si -0.0101 0.0039 0.0218
Si 0.0088 -0.0058 0.0266
Si 0.0194 0.0316 -0.0583
Si 0.0011 -0.0084 -0.1047
Si -0.0091 0.0294 -0.0845
Si -0.0097 -0.0375 -0.0814
Si -0.0231 0.0144 -0.1135
Si 0.0178 0.0052 -0.0813
Si -0.0207 -0.0117 -0.0588
Si 0.0026 0.0016 -0.1269
O 0.0228 0.02 0.0476
O 0.0259 0.0034 0.0148
O 0.0055 0.0004 -0.0445
O 0.0034 -0.0007 -0.0312
O -0.0073 -0.0193 0.0367
O -0.0159 -0.0171 0.0374
O -0.0047 0.0091 -0.0373
O 0.0041 0.0024 -0.0369
O -0.0067 0.0019 0.0302
O -0.0303 0.0439 0.0714
O 0.0235 -0.0159 0.0311
O 0.019 -0.0321 0.0403
O 0.0213 -0.017 0.0415
O 0.0218 0.0012 0.0511
O -0.0243 -0.0038 0.1103
O -0.0314 0.0296 0.0543
O -0.0477 0.0262 -0.0485
O -0.0408 0.0397 -0.0574
O -0.0233 0.0345 -0.0511
O 0.0156 -0.0273 -0.0413
O 0.0202 -0.0212 -0.0364
O -0.0056 0.0106 -0.0242
O 0.0355 -0.0058 -0.0376
O 0.0311 -0.0508 -0.0602
Si 0.0163 0.0214 0.0398
Si 0.0008 -0.0121 -0.0249
Si -0.0087 -0.0009 -0.0107
Si -0.0279 -0.0145 0.0449
Si -0.0259 0.0127 -0.0178
Si 0.009 -0.0009 -0.01
Si 0.0036 0.0059 0.0007
Si 0.0118 0.0078 0.0254
Si 0.0164 0.0077 -0.0438
Si 0.0004 -0.0189 0.0063
Si -0.0093 -0.0065 -0.0075
Si -0.0059 0.0155 0.0218
Si 0.0214 0.019 -0.0414
Si 0.0221 0.0039 0.0267
Si -0.0083 0.0186 -0.0309
Si 0.0269 -0.0023 -0.001
Si -0.0017 -0.0181 0.0051
Si -0.0079 -0.0265 0.0331
Si -0.0464 -0.0069 -0.0365
Si -0.0205 0.0065 -0.0016
Si -0.0032 -0.0032 -0.0257
Si 0.0102 -0.0251 -0.0068
Si -0.0064 0.0171 0.0121
Si -0.02 -0.0245 -0.036
Si 0.0069 0.0068 -0.0104
Si 0.016 -0.018 -0.0186
Si -0.0242 0.0211 0.0537
Si -0.0198 0.0067 0.0029
Si -0.004 -0.0049 0.027
Si -0.0069 0.0332 0.0063
Si 0.0049 -0.013 -0.0061
Si -0.0214 0.0172 -0.0093
Si 0.0131 0.0019 -0.0133
Si -0.0027 0.0052 -0.0165
Si -0.0048 0.0012 -0.0071
Si 0.0333 0.0041 0.0319
Si 0.0182 -0.0193 0.0279
O 0.0038 -0.0054 0.0189
O 0.0138 -0.012 0.0326
O 0.0331 0.0136 0.0156
O 0.0137 -0.0382 -0.002
O 0.0027 0.0266 0.0129
O 0.0085 0.055 0.0045
O 0.0059 0.0136 -0.0602
O 0.0059 0.0392 -0.016
O -0.0234 0.0118 0.0291
O 0.0287 -0.0517 0.012
O 0.0003 -0.0313 0.0174
O 0.0102 -0.0039 -0.0196
O -0.0009 -0.0128 -0.0161
O -0.0219 -0.0378 -0.0454
O -0.0229 0.0292 0.0056
O 0.0124 -0.0339 -0.0141
O 0.0066 -0.0029 -0.0091
O 0.0317 -0.031 0.013
O 0.0021 0.0102 -0.0101
O -0.0068 -0.0069 0.0054
O 0.022 0.0012 -0.0056
O -0.0188 -0.0368 -0.04
O 0.0057 0.0038 -0.0091
O 0.0158 -0.0334 0.0015
O 0.0064 0.0036 0.0192
O -0.0023 0.0192 -0.0496
O -0.0428 0.0344 -0.0501
O -0.0102 -0.026 0.0457
O 0.0039 0.0259 0.0358
O 0.0049 0.0387 -0.0442
O 0.0266 -0.0106 -0.024
O -0.0051 -0.007 -0.0291
O 0.0146 0.066 0.0278
O 0.0141 -0.0039 0.0362
O -0.0195 -0.0249 -0.0185
O 0.0038 -0.0051 -0.06
O -0.0261 -0.0004 0.0291
O 0.0095 -0.0003 0.042
O 0.0004 0.0016 0.0572
O -0.0191 0.0228 -0.0147
O -0.0154 0.0183 0.0122
O -0.0016 0.0221 0.0117
O -0.0008 -0.0175 -0.0129
O -0.0325 0.0424 0.0135
O -0.0146 0.0196 0.0457
O -0.0102 0.0025 0.0217
O -0.0077 -0.0137 -0.0298
O -0.0273 0.0094 -0.0021
O 0.0369 0.0167 0.0165
O 0.025 0.0024 -0.0256
O 0.0527 0.0227 -0.0189
O 0.0175 -0.0438 0.0478
O -0.0076 -0.009 -0.0442
O 0.009 0.0125 0.0005
O 0.0046 -0.0248 0.013
O -0.0309 -0.0673 -0.0225
O -0.0242 0.0214 0.025
O -0.0494 -0.0016 0.0231
O -0.0258 -0.0104 0.0481
O -0.015 0.0106 -0.028
O -0.0067 0.0235 -0.0536
O -0.0073 0.0273 -0.064
O 0.0005 -0.0017 -0.0583
O 0.0356 -0.0328 0.023
O -0.0085 0.0067 0.0284
O 0.0088 -0.0172 0.0062

The program warned: the cutoff lies below the one the program advises for these potential files; the forces do not sum to zero within the program's tolerance; empty levels may hold ghost states of the PAW files; the exchange-correlation potential is rough where the density is thin.
